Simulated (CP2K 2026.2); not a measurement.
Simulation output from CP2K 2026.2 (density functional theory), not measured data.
Periodic cell of 1060 atoms, Si736O324, from a study of silicon, its oxide and their interface. The atomic structure is a simulated model.
Doubt: the forces sum to 0.19 eV/angstrom along one axis rather than to zero, so they err by at least 0.0002 eV/angstrom per atom on average; the grid cutoff is modest.

Settings
functional: PBE
method: Gaussian and plane waves
basis set: DZVP-MOLOPT-SR-GTH
pseudopotentials: GTH-PBE
grid cutoff: 350 Ry, relative cutoff 50 Ry
k points: Gamma only
occupations: fixed
spin: none
net charge: 0

Cell vectors (angstrom)
a	30.7742	0	0
b	0	15.3871	0
c	-5.4706	-0.9191	39.8994

Atoms and the computed forces on them: element, x, y, z (angstrom), force x, y, z (eV/angstrom)
Si	22.0116	-0.5396	30.7864	-0.1279	-0.0679	0.1367
Si	21.2754	2.3981	30.1919	-0.0984	-0.0281	0.0253
Si	24.0397	7.0965	28.9527	0.0216	0.0219	0.0778
Si	21.5147	7.5499	33.4789	-0.0651	0.1101	-0.0481
Si	24.8721	14.5738	30.5982	0.131	0.0218	0.1222
Si	25.6017	2.1002	30.185	-0.0839	-0.0099	0.1114
Si	19.9202	4.4127	26.5041	-0.0053	-0.0373	0.0442
Si	23.0618	9.6943	30.4929	0.0284	-0.1233	-0.0213
Si	-1.07	-0.6826	31.5172	-0.2786	-0.1041	0.5939
Si	-2.2608	2.1749	30.9376	0.0053	0.0602	0.2372
Si	-2.2836	6.6649	31.7137	0.2937	-0.0164	0.7057
Si	-2.417	9.708	30.9723	0.0858	0.0627	0.1001
Si	2.0701	14.1674	31.6067	0.32	0.2037	0.6206
Si	1.8547	1.9311	28.8346	-0.0672	0.0015	0.1469
Si	5.6326	5.1929	29.4484	0.0714	0.0324	0.0951
Si	2.5073	11.1262	30.9769	0.0012	0.0212	0.1395
Si	-4.5155	14.4127	33.299	0.6302	0.0239	0.2023
Si	24.5981	3.7421	32.6446	0.2597	0.072	0.5023
Si	25.6246	6.2962	31.4181	0.0429	-0.0375	-0.023
Si	24.3473	8.492	33.0194	0.0973	0.3055	0.5875
Si	-2.1221	14.4242	33.6512	-0.1253	-0.0211	-0.1181
Si	-1.3406	2.7472	33.6065	0.0118	0.071	0.7181
Si	-1.0955	6.716	33.7087	-0.447	-0.078	0.0844
Si	-1.2757	10.5795	33.7179	-0.1549	-0.0481	0.712
Si	2.9676	14.4817	33.7548	0.0687	0.0445	-0.0158
Si	3.0881	2.9355	33.8545	0.189	-0.0255	0.6242
Si	2.1011	6.8163	33.5619	0.2512	-0.0631	0.747
Si	1.8977	10.599	33.8051	0.1829	0.1086	0.7631
Si	5.3905	-0.7288	33.655	-0.5104	0.3647	0.451
Si	5.4894	2.8944	33.8191	-0.0516	0.0144	-0.0126
Si	4.2192	7.1206	31.0998	-0.2187	-0.0553	0.3018
Si	4.8978	9.9389	29.8432	-0.0563	-0.1467	0.0658
Si	25.3946	1.3802	35.2142	-0.0366	0.3598	0.4063
Si	25.3061	3.8474	34.9113	-0.0608	-0.0703	0.0705
Si	25.1501	9.5517	35.0019	-0.0174	0.043	0.0336
Si	25.3046	12.0753	35.1573	-0.0669	-0.3944	0.4319
Si	-1.6059	0.9046	35.0335	0.0493	0.0643	-0.0708
Si	-1.4652	4.7313	34.9215	-0.0158	0.0171	-0.013
Si	-1.5912	8.6425	35.01	0.0437	0.0026	-0.0122
Si	-1.6666	12.5259	34.9913	0.033	-0.0345	0.0037
Si	2.3852	1.0023	35.0371	-0.0232	0.0393	-0.0846
Si	2.4027	4.8883	34.9896	-0.0031	0.0177	-0.0439
Si	2.2436	8.6671	35.0602	-0.0287	0.0071	-0.082
Si	2.3117	12.587	35.0438	-0.0782	-0.0406	-0.0453
Si	6.0209	1.0019	35.1308	0.0289	0.0163	-0.0324
Si	6.056	4.6893	35.2044	0.0181	-0.558	0.387
Si	6.1026	9.2049	35.2372	-0.014	-0.3214	0.8142
Si	6.0625	12.311	35.3747	-0.0551	0.3211	0.7289
Si	23.4023	1.0742	36.4337	0.024	-0.0186	0.0492
Si	23.411	4.7546	36.2385	0.013	0.071	0.0005
Si	23.3272	8.9342	36.4305	-0.0024	-0.0414	-0.0603
Si	23.3215	12.553	36.3834	-0.0281	-0.0209	-0.0066
Si	-3.4619	1.0326	36.4927	0.0277	-0.0179	0.0312
Si	-3.5403	4.7126	36.1406	0.0038	0.0456	0.0438
Si	-3.6483	8.7452	36.2138	-0.0708	-0.031	0.006
Si	-3.5309	12.4499	36.4515	-0.0143	0.0399	0.0188
Si	0.3744	0.9583	36.3288	0.0144	-0.0351	0.0442
Si	0.4197	4.795	36.3416	0.0078	-0.0157	0.0204
Si	0.3053	8.6659	36.4263	0.0097	0.0284	0.0472
Si	0.3068	12.6101	36.3412	0.0093	-0.036	-0.0019
Si	4.1636	1.0183	36.57	0.0194	-0.0119	0.0135
Si	4.1659	4.8963	36.5616	-0.0214	0.0364	-0.0532
Si	4.1384	8.7424	36.4558	0.0215	-0.0015	0.0094
Si	4.0854	12.5407	36.5863	0.0032	-0.0156	-0.0064
Si	23.3574	14.4955	37.7333	0.0131	0.029	-0.0105
Si	23.3388	2.9842	37.7995	-0.0174	0.035	-0.0333
Si	23.3986	6.8158	37.5848	0.002	-0.0384	-0.0969
Si	23.3425	10.7369	37.9042	-0.0098	0.0102	-0.0052
Si	-3.5546	14.435	37.7565	-0.0457	-0.0052	-0.019
Si	-3.4898	2.9798	37.779	-0.0376	0.0123	-0.0268
Si	-3.6419	6.73	37.5181	-0.0001	0.0001	-0.0731
Si	-3.5265	10.5446	37.7909	-0.0273	-0.0231	-0.0221
Si	0.3168	14.4779	37.7705	0.0022	0.0073	0.0099
Si	0.3459	2.8903	37.7245	0.0016	0.0144	-0.0098
Si	0.3099	6.7229	37.7416	0.0019	0.0144	-0.0284
Si	0.3058	10.6503	37.7251	0.0191	-0.0183	-0.0329
Si	4.1304	14.483	37.9061	0.0272	0.0066	-0.0129
Si	4.1271	2.955	37.8928	0.0264	-0.0176	-0.0214
Si	4.1601	6.8379	37.847	0.0252	-0.0032	0.0091
Si	4.095	10.6106	37.9039	0.0476	0.0002	-0.0025
Si	25.284	14.4796	39.1099	-0.0019	0.0408	0.0233
Si	25.3095	2.977	39.106	-0.0005	-0.0031	-0.0015
Si	25.2834	6.7947	39.015	-0.0091	0.0032	0.0318
Si	25.315	10.6561	39.1689	0.006	0.006	0.0108
Si	-1.6298	14.4731	39.1199	0.0503	0.0028	-0.0068
Si	-1.576	2.9553	39.1242	0.0305	-0.0176	0.0191
Si	-1.6946	6.7539	38.9909	-0.0184	-0.0005	-0.0054
Si	-1.602	10.6101	39.1267	0.0209	0.0068	0.0279
Si	2.1878	14.481	39.2093	-0.0212	0.0008	0.0149
Si	2.1895	2.9263	39.197	-0.0072	-0.0112	0.031
Si	2.2009	6.7914	39.1641	-0.0108	-0.0049	-0.0124
Si	2.1585	10.6302	39.1996	-0.0329	0.0213	0.0203
Si	21.4638	-0.8556	39.1632	-0.0208	-0.0282	0.0276
Si	21.4496	3.0092	39.1988	-0.0359	-0.0208	0.0305
Si	21.494	6.8481	39.0769	0.0005	-0.0067	0.0094
Si	21.401	10.7099	39.2283	0.0048	0.0162	0.0567
Si	0.0013	1.9328	11.5907	-0.0095	0.0065	-0.0074
Si	-0.0337	5.856	11.6001	0.003	0.0007	-0.0083
Si	-0.0234	9.6764	11.6397	0.0043	-0.0046	-0.0214
Si	-0.033	13.4957	11.6328	-0.0053	-0.0192	-0.0215
Si	3.8337	1.9707	11.558	-0.0139	0.0342	-0.0189
Si	3.8236	5.8306	11.5294	-0.0076	-0.0071	-0.0311
Si	3.8144	9.6536	11.579	0.0129	0.0107	-0.0131
Si	3.8135	13.5139	11.5537	-0.0034	-0.014	-0.0186
Si	7.6769	1.9595	11.5062	-0.0127	0.003	-0.0256
Si	7.6591	5.8051	11.5006	-0.0044	-0.0225	-0.0155
Si	7.6352	9.6304	11.4778	0.0111	0.0388	-0.029
Si	7.6504	13.5353	11.4862	-0.0097	-0.0341	-0.0282
Si	26.9924	1.9775	11.5294	0.0024	0.0044	-0.0148
Si	26.9605	5.8633	11.533	-0.0012	0.0056	-0.0254
Si	26.948	9.6591	11.5619	0.0095	0.0121	-0.0252
Si	26.9383	13.5304	11.5539	0.0199	-0.015	-0.0201
Si	28.8638	1.9162	12.9746	0.022	-0.0112	0.0298
Si	28.815	5.8969	12.989	-0.0024	-0.0022	0.0324
Si	28.816	9.6801	13.0216	-0.0167	-0.0023	0.0251
Si	28.7981	13.4814	13.0122	-0.0148	-0.0143	-0.0064
Si	1.9276	1.9526	12.9527	0.0349	-0.0166	0.0124
Si	1.9208	5.845	12.9127	0.0074	0.0071	0.0031
Si	1.9169	9.6798	12.9971	-0.034	0.0098	0.0263
Si	1.9187	13.4929	12.9685	0.0089	0.0227	0.0251
Si	5.7747	1.9571	12.8969	0.0253	-0.0179	0.025
Si	5.7477	5.8398	12.8782	-0.0081	-0.0003	0.0388
Si	5.7632	9.6046	12.9057	0.0001	-0.0109	0.014
Si	5.7533	13.547	12.8812	-0.0012	0.021	0.0185
Si	9.6356	2.0064	12.8116	-0.0063	0.0279	-0.0071
Si	9.6079	5.8017	12.8143	-0.0027	0.0036	0.009
Si	9.5696	9.6141	12.7835	-0.0131	-0.0314	0.0084
Si	9.5928	13.575	12.7937	0.0104	0.0007	0.0268
Si	-1.9151	-0.0106	14.4082	-0.0128	0.0244	0.0381
Si	-1.9087	3.9037	14.236	-0.0283	-0.0008	-0.0513
Si	-1.9673	7.8038	14.4579	-0.0292	0.0069	0.0521
Si	28.679	11.5784	14.4403	-0.0508	-0.0104	-0.0103
Si	2.0044	0.0231	14.336	-0.0036	0.0246	-0.0025
Si	1.8923	3.9228	14.2527	-0.0033	0.0029	-0.0195
Si	1.9582	7.7298	14.3304	0.0308	-0.0045	-0.0147
Si	1.8637	11.6026	14.3944	-0.0125	-0.0415	-0.0011
Si	5.7667	0.057	14.3087	-0.0114	0.005	-0.0212
Si	5.7947	3.912	14.1971	0.0026	0.0281	-0.0172
Si	5.7598	7.6988	14.3385	-0.0134	0.0297	-0.0438
Si	5.7527	11.5839	14.1536	0.0049	-0.0128	-0.046
Si	9.6172	0.1189	14.1602	-0.008	-0.0288	-0.0141
Si	9.6769	3.9052	14.1902	0.0012	0.0102	-0.0135
Si	9.5094	7.7019	14.1588	0.0058	0.0437	-0.0223
Si	9.6059	11.5898	14.0061	-0.0203	0.0212	-0.0215
Si	0.1026	0.0169	15.6993	-0.0012	0.0256	0.0083
Si	-0.0406	3.9855	15.6221	0.0008	0.0194	0.0306
Si	0.0874	7.7437	15.7421	-0.0601	0.0343	0.0599
Si	-0.1459	11.62	15.7547	0.0055	-0.0253	0.0729
Si	3.9096	-0.011	15.7831	0.0031	-0.0396	0.033
Si	3.8539	3.8604	15.5161	-0.0262	-0.0326	0.0067
Si	3.8657	7.6959	15.7538	-0.0243	-0.0052	0.03
Si	3.9281	11.5778	15.5996	0.0295	0.0149	0.0179
Si	7.7541	0.1477	15.5617	0.0252	-0.0666	-0.0139
Si	7.7557	3.9867	15.5098	0.0244	-0.0383	0.02
Si	7.7	7.6751	15.6915	0.0181	0.0108	0.0225
Si	7.7433	11.6207	15.3552	0.0209	-0.0117	-0.0052
Si	26.8414	-0.0118	15.6981	0.0291	-0.0049	0.0351
Si	27.0265	3.8893	15.658	0.014	-0.0403	0.0364
Si	26.7171	7.8245	15.7068	0.0113	0.0198	0.0795
Si	26.6374	11.5559	15.7708	0.0461	-0.0231	0.0724
Si	0.0307	2.0428	16.9074	-0.0034	-0.0467	0.0066
Si	0.0725	5.8193	17.1654	0.0338	-0.0788	-0.0398
Si	0.1195	9.6955	17.0856	0.0572	0.0058	-0.0488
Si	0.1993	13.5118	17.1376	0.0244	0.1174	0.0069
Si	3.8478	2.0296	17.0025	-0.0222	-0.0223	0.0588
Si	3.9198	5.6646	17.0036	0.0139	0.0433	0.0846
Si	3.9992	9.7011	17.0136	0.0231	-0.0499	0.1058
Si	4.1938	13.3732	17.0943	0.0771	0.1072	-0.0041
Si	7.7037	2.1282	16.8928	-0.0372	-0.0465	0.0289
Si	7.8389	5.7362	17.1246	0.0405	0.0708	0.0696
Si	8.144	9.7543	16.7066	0.2567	-0.102	-0.3992
Si	8.2275	13.508	16.6592	0.089	0.0079	-0.006
Si	26.9099	1.9119	17.029	0.0221	0.036	0.005
Si	27.0719	5.8852	16.9536	-0.0369	-0.088	-0.052
Si	25.8374	9.6571	17.0388	-0.0495	-0.0327	-0.0729
Si	26.1383	13.5125	17.0517	-0.023	0.0403	0.0159
Si	-1.8626	1.7671	18.2614	0.0075	0.0768	-0.7159
Si	-1.8725	6.549	18.3284	0.0869	0.0615	-0.0291
Si	-1.2777	8.8485	18.7895	0.0949	-0.3066	-0.7631
Si	-1.0329	14.1755	19.0683	0.316	-0.1956	-0.6167
Si	1.8887	2.6039	18.22	0.1493	0.3032	-0.5413
Si	2.6659	6.4782	21.0829	-0.0373	-0.1468	-0.2456
Si	2.0962	10.3317	18.2534	-0.0207	0.2226	-0.6179
Si	2.1943	12.7831	18.2714	0.0273	-0.0781	-0.1323
Si	5.7789	2.633	18.2052	0.0355	-0.065	0.0057
Si	5.8624	5.0433	18.252	-0.03	-0.1988	-0.6478
Si	5.7554	9.6713	18.5994	-0.324	0.1957	-0.5653
Si	6.4538	13.6009	18.1573	-0.1806	-0.2551	-0.6605
Si	24.9672	2.2909	18.33	0.0191	-0.2364	-0.7663
Si	25.505	5.407	18.6016	0.4336	0.1433	-0.5363
Si	26.6074	9.9841	19.2197	-0.2978	-0.1177	-0.6641
Si	26.8596	13.0822	19.3137	-0.2018	0.1485	-0.6969
Si	5.8185	12.0293	20.5493	-0.0141	-0.0892	-0.0996
Si	24.6059	6.585	23.5851	0.0805	0.0761	-0.0045
Si	6.3837	11.0277	23.3893	-0.0543	0.021	-0.0925
Si	2.0295	5.057	18.3017	-0.0405	-0.2473	-0.7395
Si	1.6378	13.5761	20.3996	-0.0865	-0.1285	-0.53
Si	23.9722	3.6316	23.2106	-0.0936	-0.1187	-0.099
Si	6.1714	0.9218	19.7492	-0.2629	0.6037	-0.3277
Si	1.4276	11.4281	22.7406	0.0462	0.0043	-0.0961
Si	0.6596	3.2345	24.968	-0.0087	-0.1146	-0.0168
Si	1.0565	9.0252	20.8627	0.0952	0.1254	-0.265
Si	-1.5857	3.5135	20.8228	0.1134	-0.038	-0.1248
Si	1.1574	2.4795	21.145	-0.1069	-0.0321	-0.0896
Si	3.7828	11.4234	24.9211	0.0248	0.014	-0.0688
Si	8.9881	2.0054	20.4169	0.1006	0.1827	-0.6279
Si	27.7973	6.1533	20.3747	0.1697	0.0537	-0.6327
Si	24.6628	12.3307	24.0335	0.0395	0.0296	-0.1478
Si	3.6532	14.1307	26.3954	0.0799	0.066	0.0631
Si	25.7128	6.4059	26.5765	-0.1515	-0.0114	-0.0004
Si	-0.7242	11.4983	24.7318	-0.0768	-0.0517	0.0052
Si	2.3943	7.1161	26.5964	-0.0064	0.0131	-0.0777
Si	-3.0053	8.6107	26.5396	-0.0406	0.1497	0.0022
Si	27.1618	10.3841	24.0926	0.0188	-0.065	-0.0242
Si	6.3981	7.9705	23.0853	0.0334	0.047	-0.1068
Si	3.9379	-0.095	29.2249	-0.1181	-0.0208	0.1335
Si	26.5095	8.4215	21.7755	0.0202	-0.0255	-0.085
Si	5.3614	-0.2747	24.0756	-0.009	0.0145	0.0033
Si	25.0546	3.601	27.5336	-0.0302	-0.0482	0.0219
Si	0.9461	4.5898	27.6004	0.0182	-0.1751	-0.0123
Si	24.2321	12.0514	28.8935	0.0871	0.0587	0.0554
Si	2.8658	4.1081	23.0309	-0.0213	-0.1435	-0.156
Si	-3.8163	10.8251	28.691	-0.0306	-0.031	0.0942
Si	-3.0561	-0.112	24.1931	-0.0522	0.0536	-0.0469
Si	0.036	8.9886	26.3695	-0.0026	0.0362	0.1033
Si	5.1168	6.7695	25.4316	-0.0684	-0.03	0.1184
Si	5.5616	2.8718	24.1473	0.0503	-0.0054	0.0149
Si	8.4442	14.5854	23.7911	-0.0127	0.0969	-0.0589
Si	0.104	10.4157	29.1838	-0.0639	0.1129	0.0864
Si	4.1784	14.5327	21.3881	0.1599	0.0657	-0.0979
Si	1.152	2.9753	31.5939	-0.0209	-0.0055	0.1263
Si	25.3883	1.7581	25.18	0.0498	-0.0562	0.0167
Si	5.551	7.1268	20.3122	-0.0384	-0.1475	-0.1081
Si	25.7785	14.2488	22.0454	0.0358	-0.0487	-0.2707
Si	-1.5401	12.9499	28.9738	0.0242	-0.0495	0.1413
Si	-1.3007	14.0939	26.2802	0.0135	-0.0291	-0.0037
Si	-0.5722	4.7104	30.1269	-0.0057	-0.092	0.2343
Si	1.1131	0.5548	26.3259	-0.0106	0.07	0.1786
Si	-0.984	1.7369	22.9428	0.1187	0.0377	-0.1052
Si	4.3993	9.1018	26.9744	-0.0268	0.0949	0.0119
Si	6.5576	0.2067	30.8102	-0.0413	0.0023	0.2503
Si	6.6056	3.1925	31.7328	-0.351	-0.2126	0.5855
Si	8.1963	7.0691	28.7267	-0.0973	0.0295	0.1116
Si	6.5056	7.0797	33.1636	0.067	0.0306	0.1025
Si	9.432	-0.6067	30.7917	0.0024	0.0095	0.0811
Si	10.559	2.0725	30.0064	-0.0289	0.0089	0.0466
Si	6.3066	4.204	26.7485	0.031	-0.0207	0.0286
Si	7.9077	9.7873	30.3334	0.0777	-0.1643	0.0373
Si	14.7245	-0.135	30.9947	-0.1273	0.0861	0.1986
Si	13.5137	2.7328	30.8302	-0.0713	-0.0098	0.2058
Si	13.4577	7.2536	30.7573	0.044	0.0496	0.2501
Si	12.8871	10.3947	30.901	0.0407	-0.079	0.1679
Si	17.7954	14.6305	31.4165	0.1223	-0.0503	0.6855
Si	18.5244	1.6903	29.6298	0.0304	-0.1531	0.2364
Si	22.4048	4.5784	28.3551	0.0716	0.0196	-0.0377
Si	17.9731	11.5519	30.8808	-0.0711	0.0918	0.2562
Si	10.2267	-0.3393	33.7213	-0.0223	0.4786	0.4269
Si	9.5841	3.9019	32.1256	-0.0857	-0.0085	0.015
Si	10.6178	6.3836	30.5591	-0.0266	0.0547	0.1004
Si	9.1698	8.1033	32.5272	-0.1126	-0.0264	0.0276
Si	13.3625	-0.6994	33.8041	0.3244	-0.0442	0.8341
Si	14.1094	3.066	33.7943	-0.2259	0.0519	0.7263
Si	14.459	6.9408	33.8024	0.3404	-0.0175	0.6665
Si	14.0168	10.7354	33.824	-0.146	0.032	0.796
Si	18.2266	14.5727	33.7348	0.1217	0.0116	-0.1069
Si	17.245	3.1735	33.948	0.1022	-0.1501	0.7564
Si	16.9923	6.9994	33.8969	-0.373	-0.073	0.5565
Si	17.1685	10.8336	33.7994	0.148	-0.0191	0.7619
Si	20.5554	14.0464	33.4217	-0.6643	0.1046	0.1159
Si	21.4849	3.1744	32.9939	-0.0048	0.0401	0.0845
Si	19.174	6.9459	31.5311	-0.0733	-0.0116	0.201
Si	20.0329	9.458	29.9031	-0.0425	-0.1345	0.1757
Si	9.956	1.4061	35.3271	-0.0202	-0.0038	0.0089
Si	9.9799	3.8788	35.2106	-0.1016	-0.1565	0.6885
Si	9.9089	9.3467	35.2727	0.0061	-0.1677	0.7881
Si	9.8627	12.4417	35.4399	0.105	0.0819	0.6786
Si	13.7728	1.1605	35.1583	-0.0244	-0.0069	-0.0599
Si	13.8173	5.0112	35.0739	0.0222	0.022	-0.0983
Si	13.8078	8.7999	35.1368	0.046	0.0029	-0.1014
Si	13.6751	12.7003	35.0812	0.0154	0.0209	-0.0799
Si	17.7179	1.1179	35.0486	-0.0058	0.0861	-0.0273
Si	17.4567	5.0824	35.2539	-0.0118	0.0032	-0.0398
Si	17.5022	8.9093	35.1592	0.0027	-0.007	-0.061
Si	17.5704	12.7376	35.1018	-0.0091	-0.1281	0.0199
Si	21.4211	0.9311	35.1843	0.1045	0.2129	0.7447
Si	21.2763	5.16	35.2273	0.1638	-0.3134	0.6324
Si	21.3071	9.6097	35.3578	0.1026	0.132	0.5493
Si	21.2909	11.983	35.2877	0.0864	-0.1256	0.5444
Si	7.9662	1.0189	36.5065	0.0075	-0.0218	0.0158
Si	8.0604	4.7002	36.4215	0.0659	0.0338	-0.0685
Si	8.0085	8.8069	36.551	-0.0136	-0.0203	-0.0276
Si	7.9452	12.5687	36.7188	-0.0022	-0.0411	-0.0069
Si	11.898	1.1043	36.6047	0.0053	-0.0093	0.0259
Si	11.8418	4.8234	36.3945	0.0124	-0.0061	-0.0217
Si	11.8594	8.8005	36.4685	-0.0209	0.0056	-0.002
Si	11.877	12.6162	36.5959	-0.0268	0.0129	-0.0007
Si	15.7475	1.0822	36.4418	0.037	-0.0015	0.0022
Si	15.5937	4.9861	36.6225	-0.0146	0.032	0.0311
Si	15.6456	8.8716	36.5904	0.006	0.007	0.0263
Si	15.6221	12.7463	36.4534	-0.0001	-0.0248	0.0089
Si	19.5171	1.1013	36.5496	0.0158	0.0201	0.0138
Si	19.3969	4.9602	36.5799	0.011	-0.0095	0.0519
Si	19.4185	8.8852	36.5472	0.0333	-0.0602	0.0201
Si	19.4173	12.578	36.579	0.0236	0.0381	0.0369
Si	7.9687	-0.8493	37.9323	-0.0097	0.0017	0.0126
Si	7.9545	2.907	37.9178	-0.0216	-0.031	0.0109
Si	8.0288	6.7434	37.7266	0.0049	0.0076	0.0119
Si	7.9595	10.6347	38.0223	0.0132	0.0025	0.0562
Si	11.8636	-0.8398	37.9172	-0.0174	-0.0135	0
Si	11.9218	3.0197	37.9315	-0.0362	-0.0103	-0.0038
Si	11.7731	6.8038	37.7502	-0.0329	0.0003	-0.0264
Si	11.8794	10.6716	37.9197	-0.0304	0.0003	-0.0122
Si	15.6744	-0.7849	37.874	-0.0333	-0.0011	-0.0051
Si	15.6959	2.9929	37.8643	0.0043	0.0155	-0.0439
Si	15.6373	6.9242	37.9271	-0.0047	0.0027	-0.0018
Si	15.6392	10.8166	37.8795	0.0202	0.0057	-0.0434
Si	19.4974	-0.8468	37.8712	0.0135	0.0233	-0.0341
Si	19.4914	3.0198	37.8957	0.0698	-0.0132	0.0161
Si	19.4803	6.9178	37.8614	0.0092	-0.0068	-0.0085
Si	19.3843	10.7177	37.9928	0.0255	0.0181	-0.0265
Si	9.9192	-0.8508	39.2483	0.0129	-0.002	0.0317
Si	9.931	2.9655	39.2188	-0.0118	0.0146	0.0224
Si	9.8959	6.8053	39.1667	-0.0067	0.0131	0.0156
Si	9.9371	10.6632	39.2711	-0.005	-0.0002	0.0108
Si	13.775	-0.8203	39.2685	0.0032	-0.0023	0.002
Si	13.8121	2.9946	39.2838	0.0272	0.0007	0.0289
Si	13.6807	6.8586	39.1999	0.0114	0.0041	0.0035
Si	13.763	10.7237	39.2869	0.0134	-0.0001	0.0276
Si	17.5887	-0.8325	39.2422	0.011	-0.0023	0.017
Si	17.5869	3.0084	39.255	-0.001	0.0089	0.0338
Si	17.5788	6.8907	39.2542	0	-0.0198	0.0031
Si	17.4995	10.7402	39.3225	-0.0282	-0.0056	0.0565
Si	6.0446	-0.8831	39.2686	-0.0114	-0.0091	0.0174
Si	6.0402	2.9585	39.2607	-0.0056	0.003	0.0336
Si	6.1085	6.7949	39.1546	0.0166	-0.0046	0.0033
Si	6.0078	10.6308	39.2896	0.0013	0.0039	0.0164
Si	15.3667	1.9128	11.5559	-0.0087	0.011	-0.0081
Si	15.3472	5.8391	11.56	0.0112	-0.0117	-0.0017
Si	15.3356	9.6592	11.586	0.0003	0.0108	-0.0185
Si	15.3344	13.4949	11.6062	-0.0022	-0.0135	-0.0206
Si	19.2371	1.9671	11.5825	-0.0136	0.0362	-0.0097
Si	19.2214	5.8218	11.5425	-0.0098	-0.011	-0.025
Si	19.1985	9.6751	11.5706	0.0148	0.0127	-0.006
Si	19.2014	13.5077	11.5712	0.0108	-0.0074	-0.011
Si	23.0952	1.9776	11.552	-0.0094	0.0062	-0.0136
Si	23.0784	5.8265	11.5318	0.0038	-0.0125	-0.021
Si	23.0524	9.6552	11.5202	0.0017	0.0326	-0.0223
Si	23.0639	13.5413	11.5249	-0.0126	-0.0324	-0.0263
Si	11.5714	1.9527	11.5076	0.0036	0.0219	-0.014
Si	11.5418	5.8317	11.5012	0.0091	0.0057	-0.0317
Si	11.5383	9.6214	11.5207	0.0082	0.0039	-0.0132
Si	11.5391	13.529	11.5069	0.0111	-0.024	-0.0149
Si	13.458	1.8752	12.9354	0.0191	-0.0065	0.0264
Si	13.4196	5.8659	12.9249	-0.0122	0.0079	0.0231
Si	13.4128	9.6513	12.9697	-0.0336	-0.0017	0.0084
Si	13.3917	13.4816	12.976	-0.0168	-0.0038	-0.002
Si	17.2852	1.9293	12.9178	0.0273	-0.0266	-0.0017
Si	17.2896	5.8195	12.8899	0.008	0.0074	-0.0076
Si	17.2634	9.6562	12.9369	-0.0532	0.022	0.0162
Si	17.2754	13.4742	12.949	-0.0079	0.0245	0.0237
Si	21.1796	1.9602	12.9364	0.0215	0.0039	0.0291
Si	21.1516	5.8392	12.8881	-0.0199	-0.0003	0.0292
Si	21.1401	9.6618	12.904	-0.003	-0.0323	0.0164
Si	21.1472	13.5378	12.8985	-0.0142	0.0213	-0.0082
Si	25.0682	2.0247	12.8487	0.0094	0.0247	0.0132
Si	25.028	5.8347	12.8511	-0.0169	-0.0176	-0.0036
Si	24.9849	9.6486	12.8445	0.0111	-0.0262	0.0334
Si	24.9913	13.5507	12.861	-0.0145	0.0072	0.0332
Si	13.4215	-0.0285	14.4042	-0.0157	0.0145	0.0262
Si	13.4772	3.8715	14.158	0.0113	-0.0004	-0.0603
Si	13.4211	7.7599	14.3847	0.0111	-0.001	0.0655
Si	13.2935	11.5627	14.3655	-0.0248	-0.0072	-0.0186
Si	17.3172	0.0085	14.3068	0.0143	0.0292	-0.001
Si	17.2547	3.886	14.2181	-0.0187	-0.0009	-0.0264
Si	17.291	7.7203	14.2773	0.0243	-0.0028	-0.0027
Si	17.1804	11.5564	14.3349	-0.026	-0.0313	0.0009
Si	21.15	0.0325	14.3225	-0.0108	0.0282	-0.0092
Si	21.2217	3.9242	14.2395	0.024	-0.013	-0.0251
Si	21.0836	7.742	14.2802	-0.0087	-0.0091	-0.0342
Si	21.1422	11.6078	14.2205	0.0491	-0.0037	-0.0331
Si	25.0407	0.1192	14.1808	0.0109	-0.0355	0.0032
Si	25.1275	3.9376	14.22	0.0578	0.0083	-0.0127
Si	24.925	7.7314	14.2073	-0.0071	0.0522	-0.009
Si	24.9567	11.5872	14.1439	-0.0385	0.0086	-0.0097
Si	15.4283	-0.0404	15.7063	0.0169	0.0027	0.0115
Si	15.3147	3.9203	15.5869	0.0263	0.0161	0.0475
Si	15.4388	7.6817	15.7073	-0.045	0.018	0.0451
Si	15.2011	11.5394	15.7252	-0.0008	-0.0152	0.0748
Si	19.2211	0.0028	15.728	0.0223	-0.0481	0.0285
Si	19.2175	3.8557	15.4742	0.0179	0.0082	0.0028
Si	19.1814	7.7213	15.6885	0.0158	-0.0163	0.0248
Si	19.2152	11.537	15.5353	0.0021	0.0348	0.0299
Si	23.1582	0.1283	15.5573	0.0075	-0.0616	-0.0102
Si	23.2265	3.9934	15.5418	-0.0654	0.0541	0.0379
Si	23.0163	7.7939	15.5953	0.0133	0.0014	0.0214
Si	23.0915	11.6075	15.5388	-0.0245	0.0133	0.0357
Si	11.3915	0.0044	15.6969	0.035	-0.0189	0.0625
Si	11.6271	3.8352	15.5395	0.0245	-0.0028	0.0884
Si	11.3431	7.7952	15.5791	-0.0095	0.032	0.0521
Si	11.268	11.5734	15.6435	0.019	-0.0071	0.0561
Si	15.3391	1.9894	16.905	0.0242	-0.0407	0.024
Si	15.3944	5.7477	17.1281	0.0421	-0.091	-0.0019
Si	15.4428	9.6081	17.0708	0.0578	0.0022	-0.0778
Si	15.4934	13.4182	17.1254	0.0219	0.1107	0.0201
Si	19.2074	2.0213	16.956	-0.0232	-0.0555	0.0589
Si	19.1473	5.6962	16.9143	0.0057	0.0342	0.0658
Si	19.3602	9.6899	16.9883	0.0597	-0.052	-0.0151
Si	19.2957	13.3642	16.9926	-0.486	0.1583	-0.2263
Si	23.1085	2.0899	16.8835	-0.0011	-0.0102	0.0471
Si	23.0313	5.8909	16.9698	-0.3555	-0.0242	-0.4533
Si	23.3333	9.7166	16.9352	0.0345	0.0109	0.0246
Si	23.7352	13.5474	16.7304	0.0704	-0.0241	0.0001
Si	11.4872	1.9552	17.0251	0.0362	-0.0433	-0.0001
Si	11.5764	5.8288	16.7836	0.0559	0.0193	-0.0822
Si	10.5651	9.66	16.8706	-0.0652	-0.0475	-0.0521
Si	10.6708	13.4744	16.9515	-0.0282	0.0291	0.0145
Si	13.4591	1.657	18.2995	0.0694	0.1878	-0.7987
Si	13.3915	6.42	18.1938	0.0395	0.0351	-0.0776
Si	14.017	8.7173	18.7615	0.0754	-0.2935	-0.7959
Si	14.2539	14.0246	19.0582	0.3754	-0.191	-0.6166
Si	17.2378	2.5361	18.1514	0.0884	0.3061	-0.5584
Si	18.0531	6.2602	21.1067	0.0887	-0.198	-0.2217
Si	17.4304	10.2322	18.2431	-0.0499	0.3323	-0.5332
Si	17.448	12.6909	18.3024	0.0025	-0.1202	-0.1116
Si	21.1615	2.7629	18.0281	-0.0633	0.1347	-0.605
Si	21.1077	5.1338	18.0545	-0.0769	-0.159	-0.6486
Si	21.3149	9.6161	18.3898	0.1984	0.1652	-0.7777
Si	22.1668	13.7796	18.3687	0.3795	-0.0417	-0.4291
Si	9.5771	2.6775	18.2363	-0.0746	0.0522	0.0241
Si	9.9193	5.0784	18.2622	-0.269	-0.178	-0.4789
Si	11.1803	9.9416	19.0975	-0.2921	-0.0561	-0.6759
Si	11.3516	13.0212	19.1845	-0.1429	0.1581	-0.6949
Si	21.3292	12.0292	20.504	-0.0267	-0.0704	-0.1786
Si	9.0218	6.7539	23.4692	0.0368	-0.0235	0.0087
Si	21.9826	10.9431	23.365	-0.0597	-0.0056	-0.1069
Si	17.3558	4.9705	18.2808	-0.1558	-0.1524	-0.7539
Si	16.8727	13.353	20.4782	-0.061	-0.0975	-0.6568
Si	8.3024	3.7973	22.8392	-0.012	-0.1694	-0.1084
Si	21.509	0.7686	20.0435	0.0428	0.0843	-0.0761
Si	16.8078	11.09	22.743	0.0569	0.0216	-0.1281
Si	16.5303	2.614	25.2026	0.0782	-0.0953	-0.1164
Si	16.3897	8.8047	20.8025	0.098	0.1628	-0.3336
Si	13.7852	3.3898	20.9188	0.1577	-0.0533	-0.1226
Si	16.5014	2.3342	21.0516	-0.143	-0.0085	-0.1019
Si	19.1948	11.322	24.7799	0.0155	-0.1234	-0.0771
Si	24.1548	1.3082	21.1884	0.0346	-0.0131	-0.2258
Si	12.2089	5.8489	20.1218	0.1298	0.0278	-0.6362
Si	9.1686	11.7214	24.6687	-0.0123	0.0358	-0.1196
Si	19.3593	13.915	26.2948	0.0998	-0.0039	0.046
Si	9.8977	6.3884	26.4572	-0.1636	-0.0119	0.0033
Si	14.3313	11.6049	24.5582	0.0134	-0.1289	-0.1184
Si	17.2161	7.6073	26.1502	0.0855	0.0031	0.0518
Si	11.9109	8.7244	26.5445	-0.0344	0.0677	-0.1443
Si	11.7365	10.2197	23.7422	-0.0413	-0.0215	0.0935
Si	21.8971	7.777	23.0128	0.0598	0.0056	-0.0969
Si	22.0137	13.6681	27.8164	0.0112	0.0195	0.1004
Si	11.0289	8.2429	21.4899	-0.096	-0.0235	-0.1126
Si	20.8055	-0.1586	24.0524	-0.0226	0.0081	-0.0965
Si	9.4096	3.486	27.3374	-0.0476	-0.0633	0.0528
Si	16.9333	4.6855	27.2129	0.0906	0.0038	0.083
Si	10.2179	11.8604	29.9623	0.0311	-0.0155	0.2333
Si	18.3726	3.8395	22.9571	-0.2035	-0.0334	-0.0785
Si	10.7618	11.4008	27.0855	-0.0208	0.0062	0.0432
Si	12.1358	0.1607	23.8935	0.0055	0.0757	-0.078
Si	14.8086	9.4117	26.7763	0.0323	0.0469	0.0627
Si	19.7081	7.1178	24.9315	0.0439	0.1106	0.0476
Si	21.0112	2.9629	24.1024	0.0125	-0.0237	0.0518
Si	23.4223	14.6938	25.3727	-0.0038	-0.1145	0.0386
Si	15.297	11.2746	29.1664	-0.0135	0.0334	0.0783
Si	19.4864	14.2996	21.3719	0.0804	-0.0569	-0.0865
Si	17.8925	4.2822	31.2375	0.0193	0.033	0.1643
Si	9.8584	1.8875	24.7378	-0.0302	-0.0407	-0.0418
Si	20.9509	7.0531	20.2681	-0.0406	-0.0421	-0.1332
Si	10.3232	-0.4583	21.519	0.0178	-0.0447	-0.1275
Si	14.5881	14.1039	28.2572	0.1129	-0.0076	0.1198
Si	12.7523	13.5046	25.97	0.0255	0.0156	0.002
Si	15.3791	5.1083	29.973	-0.0751	-0.0318	0.1236
Si	17.0854	0.3492	27.2163	-0.0279	-0.0049	-0.1145
Si	14.5594	1.5943	23.0332	0.1065	-0.024	-0.2139
Si	19.5239	9.0442	26.9477	0.0043	0.0421	0.0465
Si	0.0087	13.5054	0.6184	-0.0213	-0.0002	-0.0151
Si	-0.0089	1.9567	0.5665	0.0086	-0.0056	-0.0104
Si	-0.0139	5.8262	0.5558	0.0059	0.0098	-0.0095
Si	-0.0074	9.6156	0.5608	-0.0146	-0.0215	-0.0145
Si	3.842	13.4692	0.5917	-0.0121	0.004	-0.0135
Si	3.8376	1.9387	0.585	-0.0207	0.0073	-0.0113
Si	3.8342	5.8113	0.5628	-0.0198	-0.0015	-0.0314
Si	3.8337	9.5794	0.5422	-0.0113	-0.0056	-0.0277
Si	7.6554	13.4758	0.6596	0.0332	0.0043	-0.0015
Si	7.6569	1.9356	0.6682	0.0177	-0.007	-0.0085
Si	7.6667	5.7923	0.6335	0.0119	-0.0044	-0.014
Si	7.6418	9.6189	0.6444	0.0035	-0.0057	-0.0066
Si	26.9108	13.5523	0.6688	-0.0123	0.0044	-0.0126
Si	26.9259	1.9851	0.6362	0.0001	-0.0076	-0.0132
Si	26.9294	5.8743	0.6123	0.0175	0.0024	-0.009
Si	26.9304	9.6611	0.6154	0.0156	0.0094	-0.0301
Si	15.3866	13.5227	0.7013	-0.0107	0.0113	-0.0083
Si	15.3951	1.9824	0.7068	0.0001	-0.0005	-0.0202
Si	15.3759	5.8184	0.6604	-0.0034	-0.0018	-0.016
Si	15.3812	9.6345	0.6749	0.0048	-0.0024	-0.0037
Si	19.2284	13.5627	0.7304	0.0032	0.0144	-0.0136
Si	19.2408	1.9997	0.7389	-0.0103	-0.0126	-0.0066
Si	19.238	5.8662	0.6898	-0.0069	0.0013	-0.0295
Si	19.205	9.6825	0.6953	-0.0177	-0.0008	-0.0249
Si	23.0443	13.5813	0.7426	-0.0016	0.0028	-0.0017
Si	23.0679	2.0023	0.7063	-0.0155	-0.0079	-0.014
Si	23.0661	5.8673	0.6911	-0.0025	-0.0007	-0.0136
Si	23.0266	9.7057	0.7304	0.0135	0.0063	-0.0142
Si	11.512	13.4931	0.7109	0.0028	0.0039	0.0028
Si	11.5075	1.9581	0.7148	-0.0011	0.0022	-0.006
Si	11.5306	5.8225	0.669	0.0038	-0.0054	-0.0211
Si	11.531	9.6044	0.6817	0.0106	-0.0004	-0.0065
Si	1.927	13.5018	1.9717	0.0043	0	0.0218
Si	1.9081	1.9539	1.9456	-0.0031	0.0202	0.0202
Si	1.908	5.8109	1.9321	-0.0103	-0.021	0.0216
Si	1.9158	9.6265	1.9281	-0.0022	0.0265	0.0139
Si	5.7301	13.4836	2.0034	0.0042	-0.0192	0.0115
Si	5.7253	1.9414	2.0021	0.0083	0.0114	0.0112
Si	5.732	5.8148	1.9759	0.0076	0.0082	0.0195
Si	5.7151	9.6045	1.9822	0.0058	0.0084	0.0202
Si	9.5743	13.4911	2.0354	-0.004	0.0001	0.0134
Si	9.574	1.9479	2.0435	-0.0063	0.006	0.0185
Si	9.5884	5.8058	2.0072	0	-0.0118	0.016
Si	9.5779	9.617	2.0055	0.0085	-0.0017	0.0064
Si	28.8572	13.5187	1.9914	0.0027	-0.0161	0.0172
Si	28.862	1.9745	1.9743	-0.0017	0.0123	0.0152
Si	28.8581	5.8387	1.9643	-0.0052	-0.0103	0.0204
Si	28.8583	9.6531	1.9663	0.0079	0.006	0.027
Si	17.2982	13.5377	2.0694	0.0064	0.0038	0.013
Si	17.307	1.9851	2.0736	-0.0021	0.0026	0.0225
Si	17.3007	5.8308	2.0312	-0.0059	-0.0257	0.0119
Si	17.2906	9.6643	2.0536	-0.003	0.0252	0.0114
Si	21.1355	13.5577	2.1022	0.0012	-0.0232	0.0121
Si	21.1608	1.9927	2.0872	0.002	0.011	0.0118
Si	21.1504	5.8627	2.0628	0.0074	-0.0099	0.0116
Si	21.1152	9.6692	2.0822	0.0041	-0.0032	0.009
Si	25.0008	13.5544	2.0489	-0.0013	-0.0096	0.0245
Si	25.0145	1.9915	2.0274	0.0054	-0.0046	0.0206
Si	25.0151	5.861	2.0096	0.0101	-0.0212	0.014
Si	25.0077	9.6795	2.0094	-0.0045	0.0062	0.0144
Si	13.4515	13.5022	2.0461	-0.0017	-0.0051	0.0116
Si	13.4528	1.9672	2.0447	0.0052	0.0104	0.0162
Si	13.4553	5.8183	2.0282	0.0014	-0.0077	0.0247
Si	13.4552	9.6441	2.0358	0.0028	0.0088	0.0165
Si	1.913	0.0406	3.3334	0.019	0.0003	-0.0176
Si	1.9018	3.8866	3.3072	-0.006	-0.0035	-0.0178
Si	1.9094	7.7239	3.3198	0.0202	-0.007	-0.0197
Si	1.9102	11.5578	3.309	-0.0005	0.0023	-0.0228
Si	5.733	0.0224	3.3701	-0.0112	-0.0023	-0.0127
Si	5.7272	3.8839	3.3422	-0.0134	-0.0046	-0.0163
Si	5.7366	7.7107	3.3717	0.002	-0.0024	-0.0055
Si	5.7259	11.5451	3.3418	-0.0159	0.0036	-0.0158
Si	9.5811	0.0249	3.3975	-0.0024	-0.0014	-0.0111
Si	9.5873	3.8858	3.3773	0.0039	-0.0042	-0.0156
Si	9.5821	7.7151	3.3846	-0.0229	-0.003	-0.0126
Si	9.5862	11.5505	3.3667	0.0118	0.0095	-0.0224
Si	28.857	0.056	3.355	0.0047	0	-0.0224
Si	28.8534	3.907	3.3311	0.0018	0.0069	-0.019
Si	28.8513	7.7466	3.3508	-0.0011	-0.0089	-0.0184
Si	28.8527	11.5825	3.338	0.0093	0.0001	-0.021
Si	17.2989	0.0635	3.4297	0.0043	0.0009	-0.0089
Si	17.3034	3.9168	3.4068	-0.0051	-0.0071	-0.0166
Si	17.3	7.742	3.4074	0.0212	0.0081	-0.0224
Si	17.2947	11.5961	3.403	-0.0118	0.0012	-0.0143
Si	21.148	0.0818	3.4581	-0.0118	0.0007	-0.0053
Si	21.1531	3.9297	3.4172	-0.0106	-0.0027	-0.0116
Si	21.1437	7.759	3.4453	0.0008	0	-0.0098
Si	21.1377	11.6067	3.4216	-0.0081	0.0092	-0.016
Si	25.0083	0.0809	3.4102	-0.0176	-0.0031	-0.0151
Si	25.0161	3.9277	3.3723	0.0031	-0.0029	-0.0152
Si	25.0035	7.7684	3.3888	-0.0173	-0.0067	-0.0168
Si	25.0094	11.6045	3.3775	0.0135	0.0176	-0.0202
Si	13.4492	0.0415	3.4008	0.0049	-0.0032	-0.0147
Si	13.4524	3.8951	3.3919	0.0002	0.006	-0.0186
Si	13.4528	7.7299	3.4008	0.0062	-0.0006	-0.0173
Si	13.4512	11.5729	3.391	0.0135	-0.0022	-0.0103
Si	0.0019	0.045	4.7169	0.0072	0.0036	0.0175
Si	-0.0033	3.8963	4.6998	0.0074	0.0026	0.0127
Si	0.0006	7.741	4.7083	0.0009	0.0053	0.0191
Si	0.0011	11.5801	4.6976	0.0021	-0.0015	0.0154
Si	3.8101	0.0357	4.7271	-0.0148	0.0055	0.0211
Si	3.8036	3.8846	4.7042	-0.0146	0.0074	0.0211
Si	3.8063	7.7223	4.7196	-0.0035	0.0054	0.022
Si	3.8086	11.5644	4.7081	0.0036	0.0031	0.0153
Si	7.6532	0.0279	4.7411	0.0102	0.0043	0.0112
Si	7.6502	3.8844	4.7173	0.0039	0.0147	0.0142
Si	7.6585	7.7198	4.7379	0.004	-0.0004	0.0176
Si	7.6517	11.5597	4.7131	0.0004	-0.0172	0.0084
Si	26.946	0.0636	4.7443	-0.0075	-0.002	0.014
Si	26.9445	3.9112	4.7243	0.0034	-0.0042	0.0177
Si	26.9369	7.7533	4.7346	0.0045	0.0065	0.0194
Si	26.9392	11.5966	4.7253	-0.0009	-0.0081	0.0101
Si	15.3679	0.0473	4.7687	0.008	0.0034	0.0129
Si	15.3762	3.8993	4.7553	0.014	0.0034	0.0093
Si	15.3759	7.7387	4.7616	0.0004	-0.0029	0.0142
Si	15.3721	11.5864	4.7553	0.0032	0.0064	0.017
Si	19.2143	0.0661	4.7964	-0.0032	-0.0016	0.017
Si	19.2228	3.9117	4.7721	-0.011	0.0012	0.0186
Si	19.2105	7.7464	4.7857	-0.0008	-0.011	0.0172
Si	19.2127	11.5991	4.7735	0.0081	-0.0019	0.0086
Si	23.091	0.0711	4.7829	0.0026	-0.0001	0.0124
Si	23.0939	3.9206	4.752	-0.0097	0.0039	0.0135
Si	23.0887	7.7604	4.7691	-0.0034	0.0005	0.0182
Si	23.0843	11.6027	4.7509	-0.0078	-0.0243	0.0086
Si	11.5162	0.0336	4.7459	-0.0122	0.0019	0.0127
Si	11.5181	3.8856	4.7345	-0.0027	0.0011	0.0127
Si	11.5149	7.7262	4.7404	0.0009	0.0039	0.0117
Si	11.5128	11.5684	4.7293	-0.0005	-0.0004	0.0099
Si	-0.0007	13.5003	6.0754	0	-0.0032	-0.0218
Si	-0.0028	1.975	6.0749	-0.0035	0.0063	-0.0238
Si	-0.0015	5.8172	6.073	-0.0039	-0.0053	-0.0234
Si	-0.0044	9.6672	6.0749	0.0034	0.0057	-0.0228
Si	3.8075	13.4898	6.0787	-0.0037	0.004	-0.0204
Si	3.8036	1.967	6.0818	0.0134	-0.0051	-0.0175
Si	3.8009	5.8003	6.0827	0.0018	0.0021	-0.014
Si	3.8074	9.6507	6.0827	-0.0005	-0.008	-0.0157
Si	7.6561	13.4824	6.0875	-0.0038	0.0008	-0.018
Si	7.6586	1.9633	6.0863	-0.0114	-0.0068	-0.0141
Si	7.6583	5.7964	6.0942	-0.0078	0.0076	-0.0054
Si	7.6583	9.6506	6.089	0.0019	-0.0046	-0.0137
Si	26.938	13.5164	6.0978	0.0065	-0.0068	-0.0192
Si	26.9417	1.9914	6.1005	0.0055	0.0037	-0.0177
Si	26.939	5.828	6.0992	-0.004	-0.0065	-0.0145
Si	26.9337	9.6791	6.0972	-0.0035	0.0066	-0.0147
Si	15.3733	13.5051	6.1178	-0.003	-0.0006	-0.0108
Si	15.3786	1.9756	6.1141	-0.0083	0.0082	-0.0168
Si	15.3818	5.8158	6.1175	-0.0061	-0.0057	-0.02
Si	15.3748	9.6659	6.1136	0.0088	0.0093	-0.0159
Si	19.2176	13.5174	6.1365	-0.0063	0.0084	-0.015
Si	19.2143	1.9924	6.1409	0.0006	-0.0039	-0.0099
Si	19.2146	5.8229	6.1409	0.0051	0.0042	-0.0085
Si	19.2124	9.6771	6.1327	-0.0025	-0.0011	-0.0127
Si	23.085	13.5206	6.1239	0.0042	0.0054	-0.0163
Si	23.0877	2.0007	6.127	-0.0046	-0.0074	-0.0111
Si	23.0872	5.8329	6.1252	0.0037	0.0051	-0.0073
Si	23.0808	9.6866	6.121	0.0057	-0.0002	-0.0121
Si	11.5155	13.4899	6.0944	0.007	-0.0078	-0.0166
Si	11.521	1.9638	6.0964	0.009	0.0038	-0.0137
Si	11.5205	5.8029	6.0991	0.0017	-0.007	-0.0127
Si	11.5165	9.6535	6.0966	0.0002	0.0059	-0.0131
Si	1.9014	13.495	7.4671	0.0112	-0.001	0.0191
Si	1.8935	1.9708	7.4705	-0.0207	0.0022	0.0241
Si	1.8932	5.812	7.4713	-0.0129	0.0028	0.0215
Si	1.8964	9.6658	7.4649	-0.0008	0.0044	0.0175
Si	5.7278	13.4964	7.4428	-0.0101	-0.0057	0.0149
Si	5.7278	1.9641	7.4364	-0.0125	0.0148	0.0178
Si	5.7243	5.8048	7.4396	-0.0056	-0.0051	0.0189
Si	5.7308	9.6558	7.4419	0.0081	0.0055	0.0161
Si	9.5873	13.4883	7.4468	0.0087	-0.0017	0.0129
Si	9.5912	1.9675	7.4438	0.0055	0.0038	0.015
Si	9.5919	5.7961	7.4487	0.0051	0.0047	0.0161
Si	9.5867	9.6582	7.4466	-0.0008	0.0033	0.0115
Si	28.8624	13.5056	7.4571	0.005	0.0061	0.0155
Si	28.8662	1.98	7.4605	0.0076	-0.006	0.0196
Si	28.8672	5.8274	7.4563	0.0222	0.0097	0.0149
Si	28.8591	9.6806	7.4547	0.0111	-0.0108	0.0114
Si	17.2909	13.507	7.4908	0.0096	-0.0035	0.0128
Si	17.2866	1.9751	7.4985	-0.0155	-0.0017	0.0173
Si	17.2899	5.8146	7.5018	-0.0107	-0.0035	0.0205
Si	17.2869	9.6728	7.4905	-0.0034	0.002	0.0135
Si	21.1519	13.5209	7.4801	-0.0079	-0.013	0.0107
Si	21.1513	1.9842	7.4781	-0.0139	0.0111	0.0116
Si	21.1507	5.8259	7.4777	-0.012	-0.009	0.0157
Si	21.1478	9.6783	7.4746	0.0042	-0.0001	0.0122
Si	25.0177	13.5165	7.4722	0.002	-0.0076	0.0151
Si	25.0224	1.9942	7.4733	-0.0005	-0.0022	0.0175
Si	25.0199	5.8249	7.4736	0	0.0025	0.0211
Si	25.0121	9.6844	7.4677	-0.0017	-0.0007	0.015
Si	13.4408	13.4921	7.4572	-0.0016	0.0096	0.0134
Si	13.4509	1.9681	7.4553	0.0101	-0.0054	0.0134
Si	13.4519	5.8076	7.4549	0.0192	0.0093	0.0105
Si	13.4441	9.6649	7.4558	0.004	-0.0112	0.0089
Si	1.8924	0.0359	8.8285	-0.0025	-0.0028	-0.0177
Si	1.8884	3.8926	8.8486	0.0131	0.0049	-0.0104
Si	1.8857	7.7458	8.8305	0.002	0.0066	-0.016
Si	1.898	11.5795	8.8515	-0.0066	-0.0048	-0.0178
Si	5.7226	0.0418	8.7966	0.0054	0.0086	-0.0279
Si	5.7296	3.8834	8.7995	-0.0095	-0.0041	-0.0158
Si	5.7218	7.731	8.7957	-0.0034	-0.002	-0.0157
Si	5.7277	11.5778	8.808	-0.004	-0.0006	-0.0236
Si	9.5978	0.0368	8.7897	-0.0084	-0.0041	-0.0146
Si	9.6028	3.8805	8.8226	-0.002	-0.0033	-0.0073
Si	9.5925	7.729	8.7913	0.001	-0.001	-0.0087
Si	9.5926	11.5732	8.8229	-0.0007	-0.0081	-0.0132
Si	28.8668	0.045	8.8151	-0.0004	0.0019	-0.0262
Si	28.8775	3.9054	8.8243	-0.0068	0.0064	-0.0167
Si	28.8678	7.7588	8.8137	-0.0096	-0.0004	-0.0246
Si	28.8612	11.592	8.8395	-0.0024	-0.0033	-0.0218
Si	17.2943	0.0403	8.8495	-0.0047	0.003	-0.0133
Si	17.2828	3.8907	8.869	0.0109	0.0012	-0.0039
Si	17.2874	7.7496	8.8472	-0.0001	0.0094	-0.0086
Si	17.2784	11.5901	8.8611	0.0017	0.0045	-0.0149
Si	21.1445	0.059	8.8385	0.0067	0.0134	-0.0201
Si	21.1473	3.9016	8.8375	-0.0027	-0.0065	-0.0124
Si	21.1398	7.752	8.8294	0.0023	0.0007	-0.0119
Si	21.1416	11.5979	8.8384	-0.0005	-0.0046	-0.0201
Si	25.0187	0.061	8.8227	0.0008	-0.0017	-0.0176
Si	25.0232	3.9079	8.851	0.0008	-0.0053	-0.0136
Si	25.0126	7.7576	8.8205	0.0069	0.0049	-0.0134
Si	25.0125	11.5978	8.8455	0.0043	-0.0075	-0.0132
Si	13.4596	0.0355	8.7984	-0.003	0.0074	-0.0252
Si	13.4641	3.8876	8.816	-0.0048	0.0099	-0.0182
Si	13.4573	7.7365	8.7983	-0.0074	-0.0077	-0.0227
Si	13.4436	11.5783	8.8297	0.0056	0.0001	-0.0104
Si	-0.0156	0.0185	10.2212	-0.0121	-0.0027	0.0232
Si	-0.0172	3.8974	10.2509	-0.0106	-0.0004	0.0372
Si	-0.0199	7.7682	10.2268	-0.019	0.0051	0.0209
Si	-0.0141	11.5846	10.244	0.015	0.003	0.0204
Si	3.8128	0.0485	10.1867	0.0011	-0.0034	0.022
Si	3.8253	3.8912	10.1875	0.016	0.003	0.0193
Si	3.81	7.7518	10.1788	-0.0075	-0.0021	0.0201
Si	3.8287	11.5778	10.2062	0.0154	0.0015	0.0121
Si	7.6618	0.0546	10.1269	0.0087	-0.0048	0.0061
Si	7.653	3.8812	10.151	-0.002	0.0005	0.0125
Si	7.657	7.715	10.1285	0.0181	0.0101	0.0045
Si	7.65	11.5829	10.1601	-0.0169	-0.002	0.0022
Si	26.9511	0.0541	10.1755	-0.0049	-0.0005	0.0047
Si	26.9709	3.9176	10.193	0.0026	0.0058	0.0192
Si	26.9484	7.7675	10.1652	0.0039	-0.0079	0.001
Si	26.9429	11.5936	10.2075	-0.0125	0	0.0152
Si	15.3593	0.0073	10.1939	-0.0066	-0.0045	0.0161
Si	15.3528	3.8802	10.2295	-0.0168	-0.0021	0.0315
Si	15.3534	7.7508	10.1943	-0.0209	0.0119	0.0164
Si	15.348	11.5828	10.2238	0.0048	-0.003	0.0122
Si	19.2191	0.0498	10.2109	-0.0092	-0.0121	0.019
Si	19.225	3.8867	10.2052	0.0088	-0.0012	0.0151
Si	19.2152	7.7542	10.1984	-0.0031	-0.0044	0.0177
Si	19.2149	11.5914	10.2028	-0.0018	0.0047	0.0091
Si	23.0851	0.0712	10.1711	0.0114	-0.0186	0.0057
Si	23.074	3.8979	10.1878	-0.0062	0.0058	0.0105
Si	23.0757	7.7415	10.1634	0.0151	-0.0009	0.009
Si	23.0682	11.5987	10.188	-0.0103	0.0012	0
Si	11.5376	0.0454	10.1362	0.0039	-0.0044	0.0022
Si	11.5513	3.8889	10.1686	0.0007	0.006	0.0123
Si	11.5324	7.7328	10.1319	0.0048	-0.0007	-0.0013
Si	11.5234	11.5727	10.1873	-0.0175	0.0016	0.015
O	23.4557	14.4192	31.3662	0.0666	-0.3349	0.4076
O	5.8871	-0.3905	32.1503	-0.0997	-0.1431	-0.0959
O	20.7365	3.0611	31.5731	-0.638	0.0308	0.0137
O	24.5827	5.1616	31.8711	-0.2967	0.1389	-0.17
O	20.993	4.82	27.6319	-0.1261	0.4466	0.075
O	27.087	7.1943	26.8457	0.4115	-0.457	0.2775
O	21.4579	9.5918	30.6499	-0.179	-0.0477	0.4967
O	5.6393	6.8893	31.8389	0.2334	-0.4356	-0.3484
O	26.0659	14.4355	31.68	0.4701	-0.1901	-0.4264
O	25.2689	2.6298	31.6745	0.0458	-0.4164	0.1774
O	-3.5851	1.9123	30.1006	0.0251	-0.2734	-0.5345
O	25.3019	6.6743	29.8846	0.4218	-0.1485	-0.2204
O	-3.6387	5.7594	31.6305	-0.117	-0.4345	0.0311
O	23.7818	9.5411	31.9292	-0.1148	0.3856	-0.0123
O	0.5518	-0.6626	31.5985	-0.0905	0.5062	-0.0842
O	0.0791	2.576	32.76	0.1739	-0.1861	0.0043
O	-2.5348	2.658	32.4763	-0.635	0.2569	0.1632
O	0.4957	6.8003	33.1955	-0.1564	-0.0055	-0.4274
O	-2.147	10.5461	32.3331	-0.1145	0.2237	-0.0945
O	0.3186	10.6536	33.3251	-0.153	0.2604	-0.1935
O	3.8892	14.251	27.9887	0.007	-0.5535	0.1395
O	2.7441	10.424	32.4203	0.3675	-0.1337	-0.1373
O	3.9294	11.1761	30.2192	0.2128	0.5089	-0.1701
O	25.5122	0.359	33.9037	-0.0695	-0.007	-0.0756
O	25.5217	7.5945	32.3736	0.4311	0.193	0.1703
O	6.0814	13.2297	34.0266	0.4983	-0.1918	-0.4649
O	6.0537	6.0377	34.277	0.0205	0.1852	-0.0291
O	6.0827	10.7804	34.8404	-0.038	-0.0419	-0.5279
O	6.1865	8.5363	33.7593	-0.1194	0.345	-0.5641
O	7.2577	10.0532	18.0843	0.2658	0.1722	0.3844
O	-2.5642	9.7514	19.1873	0.3061	0.1441	0.3318
O	26.381	11.5528	19.5872	-0.3673	-0.0622	0.4401
O	5.4751	0.0715	29.6374	0.2713	0.0867	-0.3863
O	22.0479	1.0593	30.617	0.3996	0.2392	-0.126
O	5.884	4.1241	30.633	-0.2567	0.0467	-0.0378
O	23.1115	7.4336	33.2465	0.293	-0.4586	0.0531
O	5.4859	8.085	26.3193	0.5265	0.2094	0.1918
O	5.0374	9.8647	28.2316	0.1433	0.2671	-0.1157
O	3.1606	8.2066	27.5179	-0.2865	-0.045	0.5358
O	24.9141	13.403	29.4839	0.4671	0.1808	-0.0779
O	24.9471	0.6463	29.8907	-0.1191	0.0693	-0.3211
O	25.188	3.2134	29.0959	-0.2854	0.2616	0.1405
O	2.3316	-0.4309	26.0291	-0.0771	-0.022	-0.5844
O	24.4363	5.1385	22.8852	0.1542	-0.0848	-0.5595
O	23.5143	8.5362	29.4493	-0.2672	0.1819	-0.4901
O	-1.58	13.5758	30.4635	-0.4089	-0.28	0.0497
O	-0.2575	11.9614	28.8532	0.2121	0.4166	-0.3371
O	-1.4589	0.7841	30.9555	0.2276	0.0782	-0.3407
O	-1.4553	3.3654	30.2175	-0.1065	-0.0961	-0.3734
O	-1.2861	6.0498	30.6154	0.1796	0.2311	-0.6138
O	-1.134	9.7888	30.0044	0.1654	-0.1439	-0.0777
O	-3.2348	9.6779	27.7273	0.2772	0.0503	0.1596
O	3.0171	-0.5926	30.4555	0.017	-0.1131	-0.1651
O	1.9431	12.5961	31.2658	-0.1508	0.0448	-0.2504
O	0.9765	0.9406	27.8983	-0.5431	-0.2472	0.2828
O	0.039	10.1992	25.3064	0.2984	-0.1421	-0.3062
O	1.4366	10.3247	30.0814	-0.012	-0.2531	0.1059
O	-1.6476	0.3076	18.9964	-0.2697	0.0619	0.2388
O	0.0414	3.6611	20.8873	0.2257	0.4685	-0.2382
O	1.7444	12.403	21.5061	0.3048	-0.0687	0.252
O	-0.382	8.8101	20.1588	-0.1389	-0.1651	0.4276
O	5.229	11.7439	24.26	0.0012	0.5407	0.2983
O	2.1989	5.535	19.8569	0.0281	-0.1834	0.4103
O	3.4113	12.6044	25.952	-0.2602	-0.2154	0.1892
O	6.5479	11.7487	21.9499	0.6014	-0.0453	0.0673
O	4.3303	14.4782	22.9952	-0.3101	-0.2053	0.3168
O	6.3017	-0.2362	18.6185	0.1399	0.1023	-0.2716
O	5.8383	5.6186	19.8013	0.0823	-0.3406	0.277
O	7.6181	1.1134	20.4553	0.0934	-0.2136	0.2377
O	5.8603	8.129	19.0879	0.0081	-0.4148	-0.1637
O	5.3394	10.637	19.8556	-0.6323	0.0847	0.4147
O	-1.4478	14.1365	27.886	0.1395	0.6063	0.2067
O	6.8165	12.7253	19.4892	0.5845	-0.2138	0.1199
O	4.605	13.0808	20.7762	-0.5339	-0.0403	-0.0691
O	25.1351	3.841	18.8017	-0.3354	0.0358	0.0498
O	27.7398	7.4227	21.3949	0.5597	0.1949	0.2853
O	0.171	12.0663	23.5236	-0.0432	0.4925	-0.1343
O	26.2344	13.9645	20.5201	0.0527	0.503	0.2008
O	4.9106	14.7272	25.5742	0.3716	-0.0193	0.3534
O	1.541	7.5803	21.3816	-0.4113	-0.2035	0.2833
O	-2.6775	14.3978	25.4957	-0.36	-0.3559	0.3072
O	-0.6346	2.8165	24.1025	-0.5447	0.2419	0.2299
O	2.0711	9.6694	19.7668	0.401	-0.1444	0.3807
O	2.6948	11.2767	23.736	0.152	-0.2713	0.0063
O	25.9317	4.8952	27.1212	0.6034	-0.0107	-0.1397
O	4.0053	7.2894	20.7082	-0.1891	0.6643	-0.1417
O	5.0903	0.3696	20.8326	-0.0909	0.3128	0.4524
O	8.6874	3.2965	21.3497	0.1146	0.27	0.0161
O	22.4766	3.5918	23.8386	-0.1611	0.193	0.3508
O	5.9267	9.5032	23.1539	-0.4072	-0.0843	-0.0287
O	25.0247	3.0267	24.2663	0.5339	0.3446	0.1532
O	1.8682	5.8842	27.4598	0.3326	-0.0789	0.1665
O	1.6915	4.126	24.1253	-0.1151	0.5812	0.0588
O	27.0158	14.3423	23.0796	0.1899	-0.3411	0.2239
O	0.9955	9.9875	22.1496	-0.3312	-0.0959	0.322
O	1.6502	1.9147	19.7121	0.1784	-0.2038	0.1025
O	8.928	0.5859	24.4689	-0.1441	-0.0133	0.1703
O	23.367	11.3747	24.0535	0.0604	-0.1939	0.2219
O	27.1015	9.2173	25.2024	-0.4151	-0.1519	-0.1448
O	23.1215	7.164	23.8503	0.053	-0.2437	0.5667
O	5.3414	7.0411	23.8607	-0.1463	-0.117	-0.3163
O	-0.2433	-0.157	25.8625	-0.0197	0.0704	-0.5243
O	25.0533	0.3058	22.0678	0.0465	0.1996	0.4279
O	0.7575	4.4468	31.032	0.3935	0.4046	0.0048
O	-0.2493	4.9611	28.5904	-0.3317	0.5887	-0.2542
O	25.4444	11.1868	28.2535	-0.104	-0.2534	-0.3575
O	24.8178	13.0616	22.5852	-0.2642	-0.146	-0.1693
O	-2.0139	2.9755	19.3596	-0.2277	0.305	-0.0093
O	0.2329	4.1249	26.2331	-0.4374	0.0691	0.0289
O	6.4982	7.4886	21.5513	0.5173	-0.1469	-0.044
O	25.3907	7.5983	22.598	-0.4544	0.0547	0.1202
O	25.5282	2.3125	26.6909	0.1724	-0.4379	0.2011
O	-1.6854	0.4331	23.5351	0.2709	-0.4719	-0.1729
O	1.2284	1.9626	30.3307	-0.2457	-0.6011	0.0958
O	-1.4318	8.3246	26.366	0.0299	-0.4878	-0.1568
O	-2.8912	12.1411	28.6256	-0.2507	0.4167	-0.4049
O	23.5079	11.1605	30.0182	-0.2667	0.3894	0.1751
O	0.3609	9.5684	27.8421	0.4064	-0.2413	0.0945
O	2.4765	3.0268	21.8887	0.4195	-0.3793	-0.3389
O	-2.2008	11.1507	24.1957	-0.1039	0.3024	-0.3511
O	26.7632	1.0962	24.669	0.2489	0.2665	0.1561
O	25.9711	11.4425	24.3377	0.0877	0.0048	0.4497
O	22.8788	5.9673	29.045	-0.4409	0.1283	0.1995
O	-0.8052	12.6106	25.8906	0.1324	-0.1893	0.2675
O	10.2595	0.4747	29.8947	0.2445	-0.1133	-0.3092
O	27.0328	9.6741	22.6487	0.2259	0.1793	-0.2214
O	6.8385	14.5316	23.7957	-0.0684	-0.4252	-0.2988
O	5.831	3.0317	25.741	-0.0437	-0.4644	0.3297
O	24.5387	7.1543	27.4174	-0.3472	0.2225	-0.1218
O	25.3526	6.4275	25.0052	0.4105	0.0131	0.0707
O	4.265	3.7214	23.7121	0.156	0.345	-0.1445
O	8.0798	6.9322	32.8116	0.0195	-0.4455	0.2194
O	15.413	3.5507	20.8273	0.3171	0.4139	0.0375
O	-2.0393	2.4281	21.9272	-0.7363	-0.3116	0.2018
O	5.3295	1.3141	23.8703	0.032	0.1548	-0.3385
O	14.7302	6.6017	29.978	0.2323	0.2571	-0.2866
O	24.4679	13.4683	25.1807	0.4685	-0.1468	0.4655
O	19.7364	5.6017	25.4378	0.1037	-0.2295	-0.3036
O	2.6379	14.7567	20.9399	-0.2243	0.3448	0.09
O	7.8732	-0.6051	30.3486	0.0964	-0.4667	-0.5906
O	20.9093	14.3732	31.8704	-0.059	0.1412	-0.4256
O	7.9747	3.9772	32.1217	-0.0088	0.2117	0.1288
O	7.8217	3.8574	27.2302	-0.0859	-0.0085	0.2071
O	11.1534	7.336	26.8312	0.3325	-0.2119	0.4906
O	6.3611	10.2176	30.4482	-0.1078	0.5178	0.1149
O	19.2369	8.1393	30.4355	-0.147	-0.0842	-0.4305
O	11.8016	-0.5095	33.3696	-0.0119	0.0005	-0.3733
O	9.4261	-0.1346	32.3409	-0.5324	0.0772	-0.0871
O	9.9901	2.4862	31.4738	-0.1257	-0.3851	0.342
O	9.5641	6.4907	29.3618	0.2023	-0.0212	-0.4898
O	10.3529	4.9631	31.2206	0.1716	-0.1411	-0.1213
O	8.4051	9.3116	31.797	-0.2614	0.416	0.2309
O	13.1963	8.8377	30.5465	-0.0804	0.0336	-0.3828
O	14.1719	-0.7111	32.3943	0.3303	-0.3654	-0.0538
O	16.2822	-0.4877	30.9453	-0.0286	0.1445	-0.4403
O	15.7054	2.9614	33.398	-0.0751	0.0672	-0.1564
O	13.2347	3.0895	32.4024	-0.2657	0.2885	0.0884
O	13.7105	6.9666	32.3365	-0.4862	-0.3169	-0.1494
O	13.1009	10.6394	32.4855	-0.5435	-0.091	0.0476
O	15.5865	10.8069	33.3522	0.114	-0.1785	-0.4793
O	18.171	3.6051	32.6809	0.5613	0.0379	-0.3038
O	20.0534	2.0276	29.2028	0.0454	0.1128	-0.6795
O	17.9153	7.1605	32.5349	0.0092	0.2248	-0.32
O	11.3816	10.913	30.5868	-0.3662	-0.0486	0.1637
O	18.244	13.1549	30.8777	0.3445	-0.1449	-0.3446
O	19.1724	10.8003	30.1256	0.2318	0.2561	-0.3451
O	9.7248	13.6126	34.3126	-0.1715	-0.0248	-0.082
O	10.0886	4.2141	33.6176	0.3102	0.0884	-0.2146
O	10.3629	7.5815	31.5981	0.538	0.0977	-0.0896
O	9.8953	10.9232	34.8014	0.1279	-0.0022	-0.2947
O	9.8833	8.51	33.8926	0.2842	-0.0932	0.0067
O	20.9622	12.4924	33.7351	-0.1415	-0.5567	-0.3733
O	21.5069	-0.5448	34.4842	0.5202	-0.1986	0.3467
O	20.985	4.4819	33.7713	-0.2508	0.2369	-0.3783
O	21.1363	1.9115	33.9178	-0.1334	-0.1263	-0.1569
O	20.6089	6.975	32.2873	0.3566	-0.4595	-0.3323
O	21.2156	6.7572	34.861	-0.2028	0.2517	0.2881
O	21.1522	9.0963	33.7855	-0.1503	0.3974	-0.5024
O	20.7429	13.2507	17.7771	-0.1235	-0.0404	0.1734
O	24.1128	6.1612	18.2168	-0.3214	0.3852	0.1415
O	12.7793	9.6753	19.2017	0.0245	0.2206	0.2371
O	12.9681	13.0863	19.3989	0.256	-0.506	0.074
O	21.7736	14.205	29.3227	-0.0046	-0.1594	0.0804
O	6.9524	1.7574	31.0563	0.1457	0.0906	-0.0856
O	22.2614	3.4432	29.4917	0.5485	-0.1795	0.345
O	10.4124	8.9637	20.1581	-0.6255	-0.3158	0.0071
O	18.1606	8.2311	27.324	-0.2981	0.0756	0.7389
O	20.3004	9.3743	28.3082	0.5228	-0.0644	-0.1014
O	24.7718	1.4076	19.6911	-0.0251	-0.2075	0.1633
O	18.1289	14.5059	27.143	0.0259	-0.3091	0.3887
O	8.4191	5.3938	22.8585	-0.3847	-0.0552	-0.241
O	8.0094	8.5921	29.2375	0.0874	0.0647	-0.2123
O	14.0635	14.5145	29.7307	-0.7156	-0.0378	0.0507
O	15.2916	12.6442	28.3032	0.2137	-0.0171	-0.4479
O	14.5022	1.4527	30.8397	0.2311	-0.0501	-0.1421
O	26.2148	5.8915	19.9874	-0.2099	-0.0322	0.481
O	13.9365	11.2649	30.0411	-0.2068	0.4932	-0.2212
O	11.2707	9.9098	27.4551	0.0652	-0.2529	0.352
O	18.6224	0.4568	30.6939	0.3196	0.177	-0.1292
O	19.9648	3.678	23.1008	0.385	0.0887	-0.3011
O	17.6064	1.3366	28.3721	-0.2663	0.1967	-0.1733
O	14.4715	10.6667	25.8479	0.1573	0.3278	0.2362
O	16.5721	11.2399	30.1482	-0.2152	-0.0743	0.1363
O	13.6562	0.1511	18.9197	-0.2513	0.0224	0.3177
O	16.8966	12.0927	21.4874	-0.0223	-0.3395	-0.0622
O	14.9496	8.6025	20.0989	-0.3142	-0.2379	0.5553
O	15.3464	13.9415	20.286	-0.1298	0.2775	0.4446
O	20.7192	11.3942	24.2523	-0.0303	0.3974	0.3748
O	13.7214	0.3738	23.6517	0.2575	-0.3298	0.2179
O	17.6779	5.3108	19.8487	0.1776	-0.1768	0.3915
O	18.7695	12.7737	25.3267	-0.6202	0.006	-0.0293
O	21.9378	11.6142	21.911	0.4819	0.2638	0.2174
O	19.9882	14.4549	22.8929	-0.0856	-0.3603	0.232
O	21.2648	2.2997	19.6147	-0.2977	0.1831	0.5188
O	21.9965	-0.0256	18.7132	-0.1066	0.4767	-0.4573
O	21.2191	5.5957	19.6331	0.3763	-0.2162	0.359
O	22.6615	0.6747	21.157	-0.1279	-0.1782	0.5687
O	21.1955	8.1501	19.0972	0.0785	-0.2642	-0.007
O	21.0967	10.7347	19.5618	-0.396	0.1844	0.0656
O	13.2479	14.1031	27.3682	-0.2761	0.102	0.0786
O	22.4033	12.9969	19.7743	0.6895	-0.1448	0.4132
O	17.0167	1.1875	25.8208	0.1723	-0.1832	-0.196
O	19.9501	12.8558	20.7675	-0.2223	-0.1878	0.1041
O	10.8836	11.4935	19.4938	-0.2128	0.0123	0.3905
O	15.7002	11.6541	23.7479	0.1596	0.5093	0.3502
O	10.6114	13.9979	20.2398	-0.2163	0.0729	0.0505
O	19.9525	-0.2578	25.4143	-0.314	0.6279	0.3606
O	18.0915	5.3537	22.4509	0.0827	0.3921	0.3642
O	11.893	14.5921	25.166	-0.4244	0.0203	0.2828
O	15.2655	2.3914	24.2366	-0.2462	0.2853	0.2346
O	17.3928	9.5292	19.7405	0.251	0.0661	0.2596
O	18.2072	10.9297	23.5529	0.3035	-0.4051	-0.25
O	8.5217	6.9645	27.1371	-0.5279	0.3166	-0.4332
O	19.4288	7.0615	20.8101	-0.0092	0.2507	0.0227
O	20.133	0.1249	20.5357	-0.4877	0.2312	-0.1412
O	24.0688	2.7693	21.8488	0.1251	0.2299	-0.1409
O	6.8006	3.3737	23.244	-0.0857	0.2568	-0.0453
O	21.938	9.3619	23.1695	0.1671	0.1024	0.2391
O	9.3293	3.154	23.8982	0.2658	0.2287	0.1375
O	20.5534	13.3012	27.2145	-0.1697	-0.334	-0.0578
O	15.7121	1.2085	21.9366	0.1459	-0.6732	0.1448
O	12.1579	7.1924	21.0205	0.5026	0.3806	0.4705
O	11.5512	14.8515	22.5581	0.2141	-0.1983	-0.1814
O	16.3158	9.6754	22.1522	-0.341	-0.2815	0.4004
O	17.0113	1.7925	19.6192	0.0243	-0.6046	0.1852
O	24.1808	0.6964	25.1223	-0.4021	0.2054	-0.3847
O	7.7938	11.0714	24.148	0.1129	-0.3019	0.1809
O	15.9065	8.5141	26.0125	0.0097	0.1293	-0.358
O	11.7589	9.1857	24.9945	0.1383	-0.387	0.0241
O	7.8393	7.8079	23.7813	0.2973	0.5743	0.3024
O	15.6336	-0.2187	27.6335	-0.2863	0.2993	-0.2564
O	10.1611	1.0874	21.0621	0.536	0.1556	0.016
O	16.4036	4.9472	31.2252	-0.1623	-0.0312	0.5715
O	16.8012	6.0947	26.4557	-0.2473	-0.0885	-0.4131
O	16.2696	4.8845	28.6578	-0.0739	0.1034	0.0442
O	10.5669	12.2323	28.4354	-0.1444	0.7149	-0.2456
O	8.9618	14.4696	22.2591	-0.3713	-0.4192	-0.167
O	25.5146	13.0446	33.8255	0.0407	0.0077	-0.2068
O	13.2932	2.667	19.5628	-0.2311	0.1758	-0.0822
O	16.0809	3.5663	26.423	-0.5295	0.0653	0.2844
O	16.9003	7.3565	21.2583	-0.172	-0.017	0.6008
O	21.9896	7.3569	21.458	0.6539	0.1025	-0.1437
O	9.9483	7.4428	22.3563	-0.4008	-0.2133	-0.0237
O	9.7974	2.3063	26.2955	0.3513	-0.3718	0.1196
O	2.9999	6.899	32.172	0.1571	-0.1563	-0.361
O	17.9078	3.0542	30.2103	-0.1887	0.1477	-0.3534
O	13.4612	8.5355	26.9642	0.1707	-0.568	0.1684
O	8.8202	11.0502	29.9399	-0.3436	0.0612	-0.3748
O	15.3487	9.9811	28.1917	0.4595	-0.5027	0.0355
O	17.8065	2.8304	21.8357	0.2859	-0.1953	0.0133
O	13.091	11.0909	23.6645	-0.0742	0.0149	-0.2222
O	11.3617	1.5396	24.2477	0.39	0.4877	0.1644
O	11.7128	9.3842	22.3764	0.4895	0.394	-0.2949
O	-2.6856	8.1658	31.2991	-0.1519	0.0975	0.0125
O	14.0341	13.1009	25.0759	0.3178	0.3674	-0.0336
O	23.502	4.0327	27.2866	-0.129	-0.0399	-0.6119
O	22.7504	14.7479	26.8496	-0.1416	0.6958	0.1557
O	0.0895	14.1142	20.2637	-0.0224	0.2594	0.5468
O	22.2452	14.5129	24.2652	-0.0262	-0.555	-0.2717
O	-2.2884	13.1907	19.4059	0.1608	-0.3535	0.0696
O	1.8673	3.4127	28.2106	0.4396	0.2077	-0.1882
O	13.4852	2.5248	22.2479	-0.5885	0.0649	0.356
O	21.0321	1.3955	23.7299	0.0472	0.1304	-0.3474
O	23.0745	3.2309	32.813	0.1757	-0.041	0.1592
O	9.0531	13.3297	24.5957	0.0788	0.1899	0.4262
O	18.9566	5.4647	30.8853	0.2469	-0.1849	-0.434
O	17.8858	14.4275	21.1822	-0.2789	0.4748	0.3296
O	12.1528	2.3734	30.0339	-0.0292	0.1094	-0.6185
O	1.3912	1.8795	25.4532	0.3733	0.0878	-0.3892
O	19.1128	10.3262	26.0512	-0.3622	0.2208	0.0433
O	10.4173	11.164	23.7968	-0.0199	0.1484	-0.5925
O	11.8664	12.1747	26.1969	0.2145	-0.2321	-0.3573
O	-3.7343	10.2872	30.226	-0.4391	0.0103	0.4044
O	0.3824	1.4022	22.0992	0.2639	-0.7553	0.2189
O	3.3705	1.3699	28.8218	0.57	0.5264	0.0188
O	12.1672	6.4809	30.1545	0.2063	-0.2689	-0.2492
O	9.402	11.3067	26.2163	-0.4387	-0.4027	0.1761
O	2.6096	2.9781	32.2751	0.2395	0.07	-0.5473
O	6.9044	6.1893	29.169	0.1024	-0.0665	0.1122
O	14.2205	3.9854	30.0982	-0.0598	0.2002	-0.3943
O	10.1823	4.8672	26.9635	0.3728	-0.0415	-0.124
O	5.3893	4.3587	28.0771	-0.5538	-0.1661	0.1104
O	18.49	4.1905	27.2453	0.0735	-0.4485	0.4906
O	1.1348	7.8853	25.9215	0.0011	-0.318	-0.3019
O	20.4455	8.0771	26.0223	0.7133	-0.0131	0.0093
O	23.0451	12.4113	27.8478	-0.261	-0.1787	-0.4233
O	4.2122	8.605	30.4689	-0.4407	0.191	-0.0375
O	2.9477	5.5674	22.3697	-0.0118	0.1103	0.2804
O	10.6429	5.4506	19.7328	-0.277	-0.09	0.1888
O	10.0555	13.2886	30.7091	0.3209	0.0153	0.1757
O	17.6784	3.4151	24.3658	0.2931	0.1814	0.1716
O	-2.3221	4.8977	21.162	0.1636	0.0804	0.642
O	9.8356	2.9174	28.8088	-0.3338	0.2439	0.0246
O	18.1538	7.6066	24.8098	-0.3272	0.312	-0.6519
O	3.5146	6.5084	25.5803	-0.3213	-0.3903	-0.1235
O	4.3038	6.0413	29.8791	-0.5367	-0.002	-0.4709
O	20.5074	3.1623	25.6416	0.0056	-0.3113	0.2623
O	9.773	6.417	24.8483	0.1036	0.1004	0.0083
O	3.8642	10.0764	25.805	-0.1263	-0.1268	-0.1414
O	17.9723	10.9542	32.3902	0.2383	-0.0449	-0.0399
O	12.9507	4.7489	21.053	-0.2148	-0.0389	0.3214
O	20.479	7.2215	23.5388	-0.5192	-0.0366	-0.4363
O	6.1047	5.5756	25.8966	0.3392	0.0379	-0.1334
O	25.9355	9.0567	20.381	-0.5913	-0.2613	-0.0691

Results
total energy: -220805.304 eV
total energy less fixed offsets of O -438.35, Si -107.03 eV per atom: -5.824 eV
